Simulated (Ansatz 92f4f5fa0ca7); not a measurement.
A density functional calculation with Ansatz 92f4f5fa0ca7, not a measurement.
Periodic cell of 422 atoms, Si266O156, from a study of silicon, its oxide and their interface. The atomic structure is a simulated model.
Doubt: the cutoff is far below the 930 eV that the study's wrapper takes by default for these files, so forces and energies are approximate.
This geometry differs little from another in the collection (a relaxation step or a small displacement).

Settings
functional: PBE
potential files: Ansatz PAW
basis: plane waves
wave-function cutoff: 580 eV
density cutoff ratio: 5
exchange-correlation grid ratio: 1
k mesh: 1 x 1 x 1, Gamma-centred
self-consistency stop: 5e-08 eV per atom in the density residual
occupations: fixed
spin: none
net charge: 0

Cell vectors (angstrom)
a 15.4687 0 0
b 0 12.8259 0
c 0 0 36.7971

Atoms and the computed forces on them: element, x, y, z (angstrom), force x, y, z (eV/angstrom)
Si -0.002 1.186 34.12 -0.016 0.006 -0.026
Si 3.863 1.184 34.119 0.001 0 -0.032
Si 7.689 1.189 34.095 -0.009 0.013 -0.029
Si 11.583 1.179 34.135 -0.004 -0.002 -0.03
Si 1.912 7.566 34.134 -0.011 0.01 0
Si 5.801 7.559 34.126 0.001 0.02 -0.009
Si 9.643 7.569 34.144 0.005 0.004 -0.008
Si 13.501 7.563 34.134 -0.005 0.002 -0.014
Si 1.934 5.247 34.53 -0.113 -0.046 -0.078
Si 5.801 5.247 34.53 0.109 -0.142 -0.439
Si 9.668 5.247 34.53 -0.035 0.01 -0.417
Si 13.535 5.247 34.53 -0.154 -0.095 -0.346
Si 0 11.66 34.53 -0.12 0.019 0.104
Si 3.867 11.66 34.53 0.075 0.156 0.444
Si 7.734 11.66 34.53 -0.034 0.134 0.157
Si 11.602 11.66 34.53 -0.047 0.045 0.348
Si 0 4.664 35.767 0.036 -0.101 -0.099
Si 3.867 4.664 35.767 -0.023 -0.103 -0.105
Si 7.734 4.664 35.767 -0.005 -0.165 -0.116
Si 11.602 4.664 35.767 0.075 -0.069 -0.107
Si 1.934 11.077 35.767 0.036 0.09 0.03
Si 5.801 11.077 35.767 -0.046 0.123 0.078
Si 9.668 11.077 35.767 0.014 0.095 0.068
Si 13.535 11.077 35.767 0.039 0.11 0.062
Si 0 2.332 36.179 0.029 -0.004 0.117
Si 3.867 2.332 36.179 0.013 -0.027 0.074
Si 7.734 2.332 36.179 -0.152 -0.029 -0.015
Si 11.602 2.332 36.179 -0.025 -0.002 0.198
Si 1.934 8.745 36.179 -0.036 0.04 0.058
Si 5.801 8.745 36.179 0.002 0.03 -0.001
Si 9.668 8.745 36.179 -0.021 0.079 0.118
Si 13.535 8.745 36.179 -0.082 0.051 0.052
Si 1.934 1.749 0.619 0.007 0.042 -0.002
Si 5.801 1.749 0.619 -0.016 0.046 0.01
Si 9.668 1.749 0.619 0.041 -0.004 -0.018
Si 13.535 1.749 0.619 0.045 -0.015 -0.007
Si 0 8.162 0.619 0.019 -0.021 -0.017
Si 3.867 8.162 0.619 0 -0.035 -0.018
Si 7.734 8.162 0.619 0.032 -0.003 -0.012
Si 11.602 8.162 0.619 0.007 0.017 0.002
Si 0 5.83 1.031 -0.025 -0.021 -0.026
Si 3.867 5.83 1.031 0.028 0.023 -0.003
Si 7.734 5.83 1.031 0.008 0.046 0.036
Si 11.602 5.83 1.031 -0.066 -0.019 -0.008
Si 1.934 12.243 1.031 -0.029 -0.013 0.017
Si 5.801 12.243 1.031 0.036 -0.012 0.05
Si 9.668 12.243 1.031 -0.001 -0.006 0.036
Si 13.535 12.243 1.031 -0.043 0 0.025
Si 1.934 5.247 2.268 -0.102 -0.046 -0.074
Si 5.801 5.247 2.268 -0.072 0.022 -0.126
Si 9.668 5.247 2.268 0.193 -0.096 -0.26
Si 13.535 5.247 2.268 0.106 0 0.101
Si 0 11.66 2.268 0.151 0.049 0.152
Si 3.867 11.66 2.268 -0.067 0.039 0.293
Si 7.734 11.66 2.268 -0.126 0.033 0.007
Si 11.602 11.66 2.268 0.128 -0.004 -0.195
Si 1.934 2.915 2.68 -0.028 -0.061 -0.025
Si 5.801 2.915 2.68 0.025 -0.068 0.037
Si 9.668 2.915 2.68 -0.054 -0.024 -0.013
Si 13.535 2.915 2.68 -0.042 -0.024 0.026
Si 0 9.328 2.68 -0.012 0.098 0.062
Si 3.867 9.328 2.68 0.004 0.093 0.058
Si 7.734 9.328 2.68 -0.034 0.003 0.043
Si 11.602 9.328 2.68 -0.031 0.061 0.062
Si 0.442 -1.172 26.389 0.001 0.067 0.091
Si 3.391 -0.209 27.2 -0.077 -0.013 0.007
Si 8.053 -0.744 26.224 0.009 0.022 -0.018
Si 10.931 -0.387 25.622 0.009 -0.015 0.018
Si 1.642 4.13 27.817 0.033 -0.03 -0.017
Si 6.464 6.625 26.823 -0.037 -0.007 0.05
Si 9.687 3.875 27.42 -0.065 0.039 -0.237
Si 14.018 6.408 26.861 0.006 0.013 0.054
Si 1.546 6.495 27.648 0.141 0.055 -0.149
Si 6.229 3.678 27.384 -0.141 0.036 -0.125
Si 9.458 7.082 27.378 -0.045 -0.132 -0.276
Si 11.606 3.28 28.775 -0.063 0.004 0.147
Si 0.027 11.251 28.6 -0.019 0.058 -0.019
Si 3.858 10.46 28.062 0.048 -0.057 -0.099
Si 7.678 11.547 28.463 0.016 0.036 -0.02
Si 11.55 11.113 28.16 0.025 0.105 -0.133
Si 0.002 3.085 29.158 0.041 0.01 -0.021
Si 3.562 3.468 29.038 -0.017 0.046 -0.066
Si 7.883 3.148 28.895 0.11 0.039 0.164
Si 13.704 3.392 27.701 0.01 -0.003 -0.083
Si 1.91 10.059 29.364 -0.014 0.009 -0.021
Si 5.861 10.2 29.254 -0.082 -0.053 0.003
Si 9.59 10.323 29.223 -0.034 -0.012 0.051
Si 13.496 10.157 29.189 0.04 -0.092 0.069
Si -0.016 0.705 29.687 0.019 -0.046 -0.052
Si 3.665 1.086 29.381 0.045 -0.062 -0.017
Si 7.705 0.858 29.643 -0.011 0.029 0.022
Si 11.562 1.072 29.691 0.022 -0.069 0.019
Si 1.805 7.704 29.649 0.028 0.026 -0.009
Si 5.834 7.787 29.668 -0.036 -0.036 -0.04
Si 9.602 7.96 29.517 0.006 0.08 0.161
Si 13.476 7.795 29.635 -0.036 -0.009 -0.073
Si 1.943 0.528 30.929 0.04 0.001 -0.012
Si 5.647 0.625 30.772 -0.047 0.002 0.018
Si 9.627 0.623 30.984 0.042 0.045 -0.038
Si 13.497 0.582 30.975 -0.081 0.023 0.021
Si -0.087 6.977 30.823 -0.02 -0.027 -0.013
Si 3.817 7.076 30.775 0.059 0.015 -0.037
Si 7.778 7.048 30.766 -0.046 -0.044 -0.041
Si 11.502 7.1 30.728 0.058 -0.03 -0.022
Si -0.04 4.553 31.122 -0.002 0.037 0.012
Si 3.813 4.689 31.117 -0.001 -0.007 -0.018
Si 7.767 4.597 30.982 -0.031 -0.02 -0.01
Si 11.562 4.653 30.946 0.026 0.01 -0.016
Si 1.99 11.07 31.442 -0.04 0.05 -0.034
Si 5.745 11.159 31.365 0.023 0.037 -0.033
Si 9.682 11.151 31.397 -0.019 0.016 -0.061
Si 13.459 11.086 31.356 0.046 0.028 -0.058
Si 1.907 4.124 32.431 0.013 -0.014 -0.001
Si 5.803 4.137 32.351 0.01 0.055 -0.003
Si 9.67 4.145 32.359 0.004 0.013 -0.023
Si 13.466 4.129 32.379 -0.022 0.027 0.003
Si -0.026 10.464 32.498 -0.024 -0.031 0.049
Si 3.889 10.423 32.574 0.06 -0.024 0.03
Si 7.714 10.496 32.494 -0.008 -0.024 0.05
Si 11.575 10.43 32.548 0.002 -0.028 0.053
Si 1.937 1.799 32.902 -0.008 0.023 0.014
Si 5.744 1.813 32.828 0.032 -0.021 -0.018
Si 9.651 1.854 32.949 -0.013 0.002 0.008
Si 13.51 1.824 32.943 0.029 -0.014 -0.014
Si -0.041 8.119 32.908 0.042 -0.004 -0.041
Si 3.855 8.106 32.909 -0.033 -0.03 -0.006
Si 7.729 8.139 32.883 0.025 0.013 -0.023
Si 11.558 8.101 32.888 -0.026 -0.03 0.007
Si 0 2.332 3.917 0.316 -0.062 0.251
Si 3.867 2.332 3.917 -0.147 -0.208 0.155
Si 7.734 2.332 3.917 0.002 -0.24 -0.407
Si 11.602 2.332 3.917 0.077 0.022 0.045
Si 1.934 8.745 3.917 -0.035 0.239 0.31
Si 5.801 8.745 3.917 0.009 0.243 0.276
Si 9.668 8.745 3.917 0.152 0.057 0.065
Si 13.535 8.745 3.917 0.056 -0.071 0.18
Si 1.91 6.432 4.312 0.01 -0.006 0.001
Si 5.785 6.411 4.319 -0.006 0.003 -0.013
Si 9.741 6.432 4.281 0.028 0.001 -0.006
Si 13.581 6.412 4.345 0.015 -0.005 0.005
Si 0.048 12.81 4.364 0.017 -0.009 0.012
Si 3.85 12.815 4.387 -0.004 -0.023 -0.001
Si 7.721 12.821 4.331 -0.002 -0.003 0.011
Si 11.63 12.808 4.313 -0.009 -0.016 0.002
Si 0.045 5.844 5.635 -0.03 0.004 -0.005
Si 3.816 5.808 5.514 -0.001 0.013 0.014
Si 7.796 5.834 5.403 -0.038 0.006 0.011
Si 11.648 5.86 5.575 0.003 0.019 0.023
Si 1.939 12.232 5.742 0.004 0.021 0.011
Si 5.804 12.32 5.652 -0.019 0.009 0.027
Si 9.683 12.162 5.474 0.026 0.007 -0.005
Si 13.564 12.206 5.545 0.012 -0.005 0.003
Si 0.112 3.508 6.003 0.057 -0.011 -0.028
Si 3.842 3.494 5.983 -0.014 -0.008 -0.018
Si 7.741 3.547 5.881 -0.011 -0.009 0.013
Si 11.651 3.515 5.981 0 0.004 -0.031
Si 1.951 9.849 6.081 0.002 -0.027 -0.02
Si 5.836 9.916 6.043 0.03 0.021 -0.04
Si 9.673 9.849 6.027 -0.012 -0.02 0.011
Si 13.55 9.881 6.016 -0.019 0.015 -0.018
Si 1.991 2.894 7.39 -0.02 0.012 0.029
Si 5.829 3.263 7.208 0.014 0.011 0.006
Si 9.643 2.89 7.073 -0.013 -0.014 0.008
Si 13.644 2.922 7.155 -0.018 -0.006 0.03
Si -0.027 9.281 7.333 0.02 -0.019 -0.021
Si 3.947 9.232 7.291 -0.014 -0.01 -0.015
Si 7.746 9.221 7.305 -0.011 -0.005 -0.015
Si 11.624 9.422 7.33 0.004 -0.03 -0.042
Si 0.046 6.936 7.774 -0.024 0.02 -0.063
Si 3.938 6.846 7.625 0.001 0.018 -0.039
Si 7.768 6.802 7.513 0.054 0.028 -0.003
Si 11.677 7.016 7.669 -0.011 0.031 -0.003
Si 1.896 13.388 7.913 -0.071 -0.008 0.026
Si 5.787 13.619 7.709 0.049 -0.008 0.059
Si 9.706 13.399 7.433 -0.01 0.002 0.001
Si 13.571 13.436 7.545 0.001 -0.036 0.021
Si 2.047 6.405 8.982 0.014 -0.065 0.015
Si 5.873 5.6 8.258 -0.06 -0.001 -0.105
Si 9.723 6.22 8.724 -0.016 0.006 0.072
Si 13.539 6.272 8.957 -0.02 -0.023 0.024
Si -0.199 12.801 9.071 0.072 0.005 -0.055
Si 3.952 12.774 9.018 -0.001 -0.027 -0.094
Si 7.803 12.797 8.657 0.024 0.11 0.058
Si 11.618 13.222 8.809 -0.026 0.036 0.015
Si 1.943 4.122 9.488 0.038 -0.003 -0.012
Si 6.104 4.82 10.392 0.111 -0.141 0.19
Si 9.75 3.86 9.199 -0.049 0.037 0.011
Si 13.505 3.869 9.311 -0.034 -0.029 -0.014
Si -0.087 10.438 9.426 -0.11 0.031 0.075
Si 3.925 10.417 9.354 0.001 0.008 0.043
Si 7.803 10.533 9.312 0.035 -0.037 0.072
Si 11.677 10.818 9.326 0.085 0.022 0.034
Si -0.013 3.67 10.663 0.079 -0.018 0.048
Si 3.465 3.485 11.237 -0.094 0.05 -0.055
Si 8.084 3.66 10.85 -0.116 0.042 -0.006
Si 12.036 2.188 12.271 0 0.011 -0.017
Si 1.921 9.851 10.553 0.018 0.002 0.042
Si 5.918 9.984 10.626 0.049 0.002 -0.004
Si 9.801 10.56 10.682 -0.107 0.019 -0.002
Si 13.381 9.893 10.722 0.06 -0.001 -0.027
Si -0.617 0.854 11.324 -0.028 -0.012 -0.028
Si 4.372 0.668 11.248 0.031 0.044 0.103
Si 7.551 1.45 11.394 0.01 0.01 -0.137
Si 11.587 2.626 10.02 0.075 -0.049 -0.039
Si 2.27 7.558 11.068 0.019 0.021 0.049
Si 5.389 7.367 11.934 0.01 -0.051 -0.016
Si 10.143 7.606 11.474 0.016 0.012 0.009
Si 13.261 7.498 10.994 0.019 -0.002 0.035
O 9.908 11.837 11.715 0.007 -0.013 -0.032
O 5.953 13.924 11.443 0.062 0.012 -0.014
O 1.884 -0.314 26.466 -0.013 -0.041 -0.029
O 9.473 0.122 26.212 -0.016 0.007 -0.013
O 11.714 7.172 11.476 -0.017 0.016 -0.015
O 6.13 8.36 10.869 -0.017 0.002 -0.012
O 0.122 6.896 26.852 -0.007 -0.017 -0.017
O 7.935 7.341 26.762 0.09 0.031 0.054
O 0.327 2.196 11.352 -0.034 0.005 -0.032
O 13.436 14.152 12.043 0.01 -0.013 0.001
O 5.945 10.631 12.159 -0.005 -0.015 0.001
O 14.236 7.029 12.248 -0.009 -0.002 -0.021
O 4.081 12.42 12.457 0.011 0.01 -0.051
O 5.799 7.698 13.471 -0.027 0.002 -0.014
O 8.811 4.333 12.174 0.018 0.012 0.005
O 12.222 3.573 13.185 0.011 0.046 0.016
O 1.363 6.883 12.267 0.009 0.007 -0.019
O -0.045 12.473 12.253 0.035 -0.037 0.058
O 13.087 10.516 12.276 -0.015 -0.002 0.002
O 9.437 6.882 12.727 0.009 0.027 -0.032
O 8.371 13.758 12.725 -0.035 -0.014 -0.007
O 9.924 9.209 11.63 0.007 -0.061 0
O 1.923 10.662 12.004 -0.016 -0.005 -0.057
O 3.449 4.224 12.722 0.021 -0.02 -0.008
O 4.366 0.493 26.066 0.086 0.04 -0.068
O -3.829 -0.085 28.484 -0.02 0.018 0.006
O 9.558 3.732 25.727 -0.008 0.031 -0.052
O 6.63 5.03 26.538 0.01 -0.006 0.016
O 0.509 10.352 25.363 0.004 -0.035 -0.025
O 2.886 6.776 26.709 -0.077 0.097 0.068
O 6.902 0.077 25.362 0.02 -0.015 -0.008
O 8.366 10.602 25.555 -0.001 -0.007 -0.017
O 10.681 12.164 24.052 0.016 -0.008 -0.009
O 5.39 7.272 25.769 0.016 -0.001 -0.008
O 13.135 6.879 25.576 0.02 -0.001 -0.01
O 13.977 2.252 26.548 -0.014 0.034 0.031
O 14.613 -0.258 25.998 -0.011 0.012 -0.057
O 1.644 3.772 26.179 -0.008 0.01 0.021
O 10.612 7.526 26.29 -0.019 0.047 0.049
O 12.096 0.748 25.661 -0.017 -0.005 -0.026
Si 3.117 8.834 23.16 -0.009 0 -0.01
Si 8.316 7 23.181 0.002 -0.012 -0.017
Si 5.698 1.201 25.412 -0.064 -0.006 0.084
Si 2.493 2.424 19.116 0.009 -0.005 -0.019
Si 5.448 9.347 18.365 0.001 -0.008 -0.032
Si 9.758 12.902 12.936 0.061 0.002 0.017
Si 11.712 4.601 14.387 -0.012 -0.032 -0.033
Si 2.085 2.476 16.056 0.02 -0.011 0.011
Si 4.398 4.438 20.591 -0.004 -0.022 -0.003
Si 15.067 2.334 20.362 0.027 -0.016 0.002
Si 15.263 9.622 24.055 -0.018 -0.001 -0.003
Si 12.563 9.212 23.109 0.009 0.008 0.009
Si 6.107 8.93 22.499 -0.032 -0.011 0.001
Si 9.665 4.624 24.312 -0.018 -0.009 0.031
Si 13.673 10.156 13.775 0 0.005 0.001
Si 4.029 3.907 14.222 0.003 -0.005 0.001
Si 6.821 7.102 14.593 0.023 -0.01 0.025
Si 0.957 6.807 23.145 0.012 0.013 0.006
Si 13.697 1.009 25.55 0.044 -0.057 0.031
Si 10.869 4.51 19.031 -0.011 0.004 -0.014
Si 9.267 8.44 15.851 -0.011 0.024 -0.002
Si 12.257 7.58 15.123 -0.039 -0.008 0.029
Si 6.108 11.37 20.537 -0.005 -0.004 -0.013
Si 9.334 11.635 15.831 -0.014 -0.027 0.009
Si 9.336 3.318 21.39 -0.002 -0.007 0.021
Si 8.977 5.445 13.326 -0.007 -0.02 0.016
Si 3.896 7.891 26.064 -0.136 0.062 0.014
Si 16.264 6.744 18.173 -0.018 -0.008 -0.014
Si 1.528 12.189 15.803 0.009 -0.004 0.033
Si 4.209 2.635 23.08 -0.023 0.014 -0.01
Si 5.165 11.522 13.288 0.009 0.019 -0.004
Si 9.975 7.176 20.564 -0.008 0.017 0.005
Si 7.287 4.455 19.455 -0.002 0.007 -0.026
Si 14.043 11.391 16.465 0.017 -0.022 -0.009
Si 8.843 0.277 20.683 0.019 0.002 -0.031
Si 0.824 11.31 12.999 -0.026 0.017 -0.008
Si 10.326 11.312 22.728 0.019 -0.023 -0.012
Si -2.391 3.915 17.001 -0.006 -0.011 -0.025
Si 12.86 7.787 20.626 0.007 0.02 -0.045
Si 8.006 7.466 18.461 0.019 -0.001 -0.032
Si 6.403 3.212 15.657 0.01 0.007 0.018
Si 4.277 10.932 16.072 -0.005 0.024 0.023
Si 10.212 13.515 17.881 -0.011 -0.004 -0.034
Si 4.871 5.583 16.409 0.022 0.006 -0.009
Si 15.728 5.024 15.797 0.015 -0.022 0.021
Si 15.489 6.089 12.737 -0.034 -0.014 -0.024
Si 3.718 6.951 19.102 0.011 -0.023 -0.037
Si 1.761 3.94 24.557 0.009 -0.012 -0.038
Si 8.16 9.752 24.193 0.005 0.002 -0.016
Si 3.433 13.109 21.036 -0.024 0.002 -0.018
Si -1.664 8.474 17.66 -0.011 -0.004 -0.003
Si 11.581 7.009 25.065 -0.023 -0.003 -0.017
Si 15.644 1.416 23.314 0.023 0.004 0.014
Si 1.543 11.507 22.721 -0.014 0.001 0.006
Si 8.8 3.276 17.217 -0.013 -0.018 -0.046
Si 6.451 12.859 15.644 0.001 0 0.027
Si 14.746 5.479 20.686 0.003 0.01 0.005
Si 13.23 14.013 18.157 0.001 0.005 -0.02
O 9.048 7.544 17.203 -0.011 -0.017 0.015
O 2.137 7.28 18.912 0.003 0.007 0.007
O 11.99 3.847 15.798 0.004 0.008 0.007
O 12.39 4.396 18.423 -0.019 0.002 0.011
O 8.346 5.613 24.073 0.002 0.011 0.002
O 0.092 5.781 14.347 0.006 0.014 -0.022
O 11.274 8.102 20.784 0.019 -0.013 -0.002
O 13.308 8.369 19.194 -0.013 -0.028 0.038
O 3.121 3.644 19.981 -0.003 0.01 0.004
O 11.628 8.101 23.855 -0.01 -0.029 0.039
O 2.71 10.436 23.224 0.007 -0.006 0.002
O 8.137 4.328 20.861 0.002 -0.006 0.012
O 3.248 2.643 14.918 -0.013 -0.011 -0.006
O 4.528 8.665 22.402 0.012 -0.007 -0.002
O 3.48 1.462 22.188 0 0.002 0.015
O 8.793 1.772 21.357 -0.002 0.004 0.003
O 8.953 10.472 22.967 -0.004 -0.015 0.007
O 13.49 8.591 21.901 -0.021 -0.014 -0.024
O 7.743 3.234 18.466 0.005 0.005 0.02
O 7.942 8.237 14.916 -0.014 -0.012 -0.009
O 1.509 13.786 16.101 0.012 0.002 -0.012
O 4.798 12.211 21.057 0.016 -0.011 -0.004
O 0.783 2.833 23.857 -0.023 -0.022 -0.006
O 5.646 3.506 14.212 -0.006 0.002 -0.02
O 16.656 5.882 16.837 -0.013 0.004 -0.001
O 15.364 7.999 17.643 -0.002 -0.011 0.004
O -0.163 10.113 13.561 0.038 0.028 -0.025
O 3.258 3.431 24.139 0.009 0.005 -0.002
O 5.371 1.84 23.935 0.025 -0.021 0.022
O 9.748 12.042 14.314 -0.015 0.011 -0.021
O 15.657 11.504 16.386 -0.021 0.003 -0.008
O 3.193 1.011 19.584 0.003 -0.006 0.003
O 12.422 6.095 14.419 0.012 0.004 0
O 7.583 5.743 14.105 0.018 -0.01 -0.031
O 9.772 3.69 22.945 0 -0.012 -0.032
O 6.914 7.483 22.448 -0.005 0.008 0.004
O 2.139 7.721 22.441 0.005 0.002 0.013
O 6.243 12.483 14.063 -0.009 -0.008 -0.013
O 4.715 9.615 16.925 0.01 -0.001 0.001
O 5.729 4.172 19.724 0.011 -0.002 0.006
O 8.797 7.987 19.792 0.004 -0.001 0.011
O 5.582 4.137 16.742 -0.002 0.005 -0.009
O 13.686 2.42 17.193 0.001 -0.008 0.008
O 10.414 12.236 16.899 0.008 0.009 0.002
O 0.24 10.5 22.712 0.011 -0.005 0.005
O 5.767 10.809 19.033 0 0.002 0.009
O 15.444 1.523 21.712 -0.005 -0.003 -0.001
O 10.667 7.944 15.181 0.016 -0.013 -0.018
O 9.507 1.842 16.976 0.007 0.005 0.006
O 8.717 8.213 24.213 -0.005 0.015 -0.01
O 4.723 3.843 22.086 -0.006 -0.006 -0.003
O 10.568 3.467 20.281 0.003 0.008 0.004
O 4.426 10.63 14.455 -0.001 -0.004 -0.017
O 3.837 5.256 15.158 -0.009 0.006 -0.019
O 0.117 6.084 21.949 -0.006 -0.006 -0.011
O 1.091 12.869 23.588 0.01 0.003 -0.023
O 5.961 6.698 15.918 -0.002 0.001 -0.016
O 5.24 12.179 16.483 -0.008 -0.007 -0.004
O 11.005 5.576 24.49 0.017 0.027 -0.006
O 3.217 8.336 24.682 0.095 -0.019 0.166
O 2.728 15.571 17.536 -0.004 -0.004 -0.016
O 10.518 5.971 19.626 0.011 -0.008 0
O 14.275 4.904 16.535 0.006 0.009 -0.004
O 11.621 10.37 22.464 -0.012 0.015 -0.002
O 9.369 10.038 16.093 0.002 0.008 -0.002
O 13.667 10.025 17.241 0.007 0.023 -0.01
O 13.272 6.203 20.744 0.003 0.007 -0.001
O 0.903 3.531 15.648 -0.01 0.023 -0.007
O 4.188 6.146 17.756 -0.013 0.006 0.008
O 9.431 6.73 22.024 0.003 0.003 -0.015
O 4.479 8.387 19.27 -0.006 -0.007 0.015
O 11.633 14.044 18.452 0.009 -0.001 0.009
O 6.552 9.684 23.89 0.008 -0.006 -0.009
O 15.458 5.836 19.264 0.012 0.007 -0.009
O 7.985 3.627 15.838 -0.003 -0.001 0.008
O 1.449 5.51 24.083 -0.013 0 -0.032
O 14.165 1.303 24.013 -0.008 0.008 -0.005
O 4.024 6.033 20.438 -0.001 0.005 0.004
O 2.766 -1.449 16.477 0.001 -0.001 -0.012
O 0.148 8.001 23.982 0.005 -0.002 -0.005
O 13.06 8.72 14.259 0.02 0.017 -0.013
O 6.343 1.62 15.946 -0.001 -0.01 -0.009
O 13.956 14.237 19.6 -0.012 -0.006 -0.005
O 7.861 12.246 16.165 -0.008 0.002 -0.014
O 6.825 8.519 18.133 -0.014 0.007 0.014
O 7.376 12.384 20.709 -0.01 -0.006 0.004
O 14.575 3.852 20.756 -0.006 0.008 -0.004
O 13.643 9.795 24.194 -0.006 -0.002 -0.02
O 6.471 9.982 21.318 -0.002 0.006 -0.001
O 13.536 12.636 17.362 -0.001 0.007 0.004
O 2.146 12.122 21.326 0.016 0.006 -0.01
O 1.632 -0.811 14.199 -0.012 -0.018 -0.019
O 9.245 13.158 19.119 -0.012 -0.003 0.013
O 9.92 4.351 17.702 -0.001 0.005 0.006
O 13.386 11.295 14.944 0.008 -0.004 0.002
O 10.016 12.265 21.455 -0.006 -0.002 0.006
O 7.472 5.938 18.759 0 0 0.007
O 0.892 2.409 19.379 -0.006 0 0.002
O 10.111 4.848 14.319 -0.024 0.015 -0.017
O 12.882 7.572 16.643 0.021 -0.003 0.011
O 3.324 1.887 11.551 0.049 -0.037 0.001
O 21.261 6.852 28.293 0.021 0.029 0.028
O 9.654 18.32 27.696 -0.007 -0.127 0.038
O 10.989 1.155 13.001 -0.042 -0.045 -0.001
O 13.291 -5.829 28.189 0.025 -0.007 -0.002
O 4.018 9.225 26.972 -0.048 -0.121 -0.011
O 11.428 -1.707 26.491 0.001 -0.013 0.02
O 9.422 7.105 10.105 0.029 -0.027 -0.049
O 3.791 7.49 11.696 -0.015 0 -0.006
O -1.53 -8.034 26.873 0.007 0.007 0.006
O -0.127 4.666 11.967 -0.024 0.041 -0.003
O 8.209 0.68 10.11 -0.182 -0.011 0.001
O 4.93 3.673 10.542 -0.018 -0.009 -0.011
O 6.205 2.419 26.351 0.015 -0.027 0.002
O 4.747 3.96 27.991 0.096 -0.087 0.055
O 5.922 5.865 11.644 -0.009 0.077 -0.015

Results
free energy: -257823.956 eV
free energy less fixed offsets of O -568.88, Si -635.61 eV per atom: -6.416 eV

The program warned: the cutoff lies below the one the program advises for these potential files; the forces do not sum to zero within the program's tolerance; the exchange-correlation potential is rough where the density is thin.
